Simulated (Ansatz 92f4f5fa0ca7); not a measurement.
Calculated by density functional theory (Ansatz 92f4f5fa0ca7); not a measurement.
Periodic cell of 252 atoms, Si144O100N8, from a study of silicon, its oxide and their interface. The atomic structure is a simulated model.
This geometry differs little from another in the collection (a relaxation step or a small displacement).

Settings: functional r2SCAN; potential files Ansatz PAW; basis plane waves; wave-function cutoff 800 eV; density cutoff ratio 5; exchange-correlation grid ratio 1; k mesh 1 x 1 x 1, shifted by 0.5 0.5 0 of a step; self-consistency stop 1e-10 eV per atom in the density residual; occupations fixed; spin none; net charge 0.

Cell vectors (angstrom)
a, 10.888, 0, 0
b, 0, 10.888, 0
c, 0, 0, 35.3074

Atoms and the computed forces on them: element, x, y, z (angstrom), force x, y, z (eV/angstrom)
Si, -0.1731, 0.5667, 0.1211, 0.0179, -0.0115, -0.0415
Si, 2.5524, 3.4799, 0.3084, 0.0177, -0.0102, -0.0384
Si, 0.6516, 5.0369, 0.2847, -0.0149, 0.0133, -0.0569
Si, 3.0545, 8.2259, -0.0326, -0.0039, 0.0062, -0.0692
Si, 5.7612, 0.1395, 0.015, -0.0047, 0.0074, -0.0619
Si, 8.8869, 2.2031, -0.0096, -0.0078, 0.008, -0.0537
Si, 5.685, 6.6432, -0.5067, 0.0121, -0.0231, -0.105
Si, 7.6889, 8.9048, -1.2093, 0.0092, -0.0152, -0.0961
Si, 1.5135, 1.5937, 1.4419, 0.0022, -0.0045, 0.0097
Si, 4.3415, 4.3979, 1.6981, -0.0025, 0.0014, 0.0004
Si, 1.5704, 6.895, 1.3437, 0.0033, -0.0036, 0.0079
Si, 4.2644, 9.6582, 1.3377, 0.0038, -0.0026, 0.0131
Si, 7.0871, 1.4265, 1.3943, 0.0023, 0.0026, 0.0023
Si, 9.6839, 4.0183, 1.3345, 0.0012, -0.0007, 0.0155
Si, 6.097, 6.1964, 1.6843, 0.007, -0.0043, -0.0017
Si, 9.6013, 9.6575, 1.2508, -0.0144, -0.0126, -0.0121
Si, 0.0175, 2.7169, 2.8698, 0.0007, 0.0006, -0.0012
Si, 2.7988, 0.043, 2.6825, 0.0045, 0.0033, -0.0065
Si, 0.0299, 8.1878, 2.583, 0.0036, 0.0022, -0.0064
Si, 2.7331, 5.5507, 2.9327, -0.0048, -0.0004, 0.0028
Si, 5.5837, 2.7085, 2.753, -0.0002, -0.0084, 0.0018
Si, 8.2196, -0.0614, 2.7855, -0.0013, 0.0022, -0.0088
Si, 5.3664, 8.1419, 2.8096, -0.0031, -0.0008, -0.0022
Si, 8.1318, 5.3437, 2.6106, 0.0014, -0.0053, -0.0083
Si, 1.353, 4.1189, 4.1845, 0.0036, -0.0006, -0.0005
Si, 4.1608, 1.3547, 4.0618, 0.0006, 0.0029, 0.0023
Si, 1.3705, 9.5467, 4.0182, -0.0005, -0.001, -0.005
Si, 4.0269, 6.9072, 4.2828, 0.0012, -0.0004, -0.0048
Si, 6.8922, 4.0392, 4.1538, -0.0005, 0.0018, 0.0045
Si, 9.5444, 1.3156, 4.1604, 0.0016, -0.0028, 0.0047
Si, 6.8192, 9.4673, 4.108, 0.0034, -0.0016, -0.0079
Si, 9.517, 6.7921, 3.9359, 0.0003, -0.0042, -0.0043
Si, 0.0424, -0.0195, 5.4539, 0.0018, -0.0022, 0.0036
Si, 2.7965, 2.7188, 5.4208, 0.0034, -0.0004, -0.0062
Si, -0.0511, 5.4854, 5.452, 0.0018, 0.0051, -0.0024
Si, 2.6302, 8.2327, 5.5572, -0.0004, -0.0009, 0.0019
Si, 5.4495, -0.0297, 5.4572, 0.0007, 0.0004, 0.0003
Si, 8.204, 2.6792, 5.5377, -0.0063, 0.0015, -0.0009
Si, 5.4819, 5.4625, 5.4377, -0.0001, -0.0025, -0.0052
Si, 8.2238, 8.1183, 5.4026, -0.0051, -0.0042, -0.0016
Si, 1.4204, 1.3568, 6.7671, -0.0015, -0.0003, 0.0018
Si, 4.1211, 4.0961, 6.7795, -0.0008, -0.0003, 0.0001
Si, 1.2844, 6.8248, 6.8854, -0.0004, -0.0005, 0.0025
Si, 4.0639, 9.5571, 6.8624, -0.0002, 0.0062, -0.0014
Si, 6.8005, 1.3121, 6.8475, 0.0011, -0.0013, -0.0019
Si, 9.5629, 4.0874, 6.8475, 0.0015, -0.0022, -0.005
Si, 6.8557, 6.7863, 6.7835, -0.0024, -0.0012, 0.001
Si, 9.5482, 9.4909, 6.7881, 0.0028, 0, 0.0041
Si, 0.1031, 2.7239, 8.1416, 0.0002, -0.0027, -0.0031
Si, 2.6685, 0.0033, 8.2136, -0.0012, -0.0057, -0.0008
Si, -0.0667, 8.1878, 8.2652, 0.0045, -0.0021, 0.0022
Si, 2.7166, 5.4034, 8.1447, 0.0014, 0.0018, -0.0041
Si, 5.4605, 2.7482, 8.1538, 0.0054, 0.0021, 0.0016
Si, 8.1641, -0.0848, 8.1729, 0.0001, 0.001, -0.0009
Si, 5.4881, 8.1546, 8.1228, 0.001, -0.0001, -0.0023
Si, 8.1621, 5.4242, 8.1786, 0.0015, -0.0052, 0.0005
Si, 1.3818, 4.0879, 9.598, 0.0043, -0.0055, 0.0001
Si, 4.0037, 1.4594, 9.4439, 0.0034, -0.0014, 0.0024
Si, 1.3136, 9.5296, 9.6482, -0.003, 0.0031, 0.005
Si, 4.1593, 6.739, 9.4137, 0.0024, -0.0035, 0.0017
Si, 6.8705, 4.032, 9.5518, -0.0053, 0.0084, -0.0103
Si, 9.6267, 1.2885, 9.3855, 0.0123, -0.0031, 0.0017
Si, 6.7785, 9.4715, 9.5941, -0.0079, -0.0029, 0.0004
Si, 9.3991, 6.8374, 9.5757, -0.0011, 0.0056, -0.0016
Si, -0.1149, 0.0604, 11.0191, 0.0061, -0.0027, -0.011
Si, 2.743, 2.6989, 10.9933, -0.0062, -0.0018, 0.0008
Si, -0.0959, 5.4718, 10.8307, 0.0013, 0.0036, 0.0104
Si, 2.7934, 8.0329, 10.759, 0.0036, -0.0027, -0.0009
Si, 5.3244, 0.0718, 10.7028, 0.0043, -0.0038, -0.003
Si, 8.3452, 2.5889, 10.7717, -0.0009, 0.0001, 0.0076
Si, 5.4985, 5.4456, 10.8438, 0.0012, -0.0031, 0.0011
Si, 8.0706, 8.1027, 11.1086, 0.002, -0.0056, -0.0008
Si, 1.2957, 1.4417, 12.4049, -0.003, -0.0149, 0.0064
Si, 4.3301, 3.9891, 12.1961, 0.0018, 0.0027, -0.0021
Si, 1.3205, 6.8126, 12.1113, -0.0067, -0.0154, 0.0168
Si, 3.9353, 9.6098, 12.0114, 0.0058, 0.003, 0.0073
Si, 6.9133, 1.1894, 11.9857, 0.0011, 0.0078, -0.0039
Si, 9.6155, 3.9784, 12.2217, -0.0098, 0.0042, -0.0064
Si, 6.7878, 6.564, 12.4843, -0.0069, 0.0081, -0.0072
Si, 9.3718, 9.5555, 12.4568, 0.016, -0.0009, 0.0001
Si, 0.4166, 3.2603, 13.6937, 0.0089, -0.002, -0.0011
Si, 2.1063, -0.5532, 13.3513, -0.014, 0.0032, -0.0241
Si, 0.4497, 8.6071, 13.4049, -0.0142, 0.0154, 0.0007
Si, 3.8772, 4.9648, 14.2644, 0.0101, -0.0427, 0.0463
Si, 5.2697, 2.3106, 15.107, -0.0094, 0.0071, 0.0682
Si, 7.7808, 0.8919, 15.472, 0.0206, -0.0018, 0.0932
Si, 5.2833, 9.2133, 13.86, 0.0162, -0.0013, -0.0326
Si, 7.8637, 4.7934, 13.5395, 0.01, -0.0012, 0.0163
Si, 1.6127, 5.3285, 13.9495, 0, -0.0057, -0.0222
Si, 6.2153, 3.0229, 13.1599, 0.0029, -0.0005, -0.0099
Si, 3.6667, 10.4425, 15.0724, -0.0067, 0.0244, 0.0967
Si, 5.3245, 6.936, 14.3895, 0.0141, -0.0028, 0.0005
Si, 8.6798, 5.556, 15.7186, 0.0062, 0.0227, 0.0657
Si, 10.0872, 2.802, 15.683, -0.0147, -0.0254, 0.0932
Si, 7.4085, 10.4279, 13.5774, 0.0076, -0.0071, 0.0086
Si, 11.4178, 7.0608, 15.1851, -0.0091, 0.0104, 0.0771
Si, 8.466, 3.1732, 32.3119, 0.0001, 0.0114, -0.1376
Si, 16.9487, -10.626, 27.9633, -0.0105, 0.006, -0.0548
Si, 4.7341, 9.6578, 17.635, 0.0088, 0.0045, 0.1234
Si, 3.6093, 3.679, 17.001, -0.032, -0.0145, 0.1016
Si, 11.8546, 13.1928, 18.0824, 0.0153, -0.0175, 0.1255
Si, 2.8334, 5.8452, 23.9393, -0.0058, -0.006, 0.0276
Si, 15.2581, 18.1512, 19.1824, -0.0036, 0.0056, 0.1308
Si, 17.9507, 0.6514, 20.311, -0.0025, -0.0242, 0.1176
Si, 6.1047, 7.1434, 16.6565, 0.0014, 0.0123, 0.1374
Si, 10.0031, 3.1508, 27.7341, 0.0022, 0.0063, -0.0566
Si, 8.9388, 9.6187, 19.3297, -0.0257, -0.0098, 0.1099
Si, 12.4561, 18.8087, 19.8063, -0.0084, -0.0028, 0.1317
Si, 12.2355, 3.1787, 23.2115, -0.0069, 0.0124, 0.0553
Si, 5.8137, 1.7195, 17.8878, 0.0004, -0.0191, 0.1478
Si, 13.6306, 9.5831, 22.1584, 0.0205, 0.0173, 0.0778
Si, 8.0072, 17.9304, 22.4887, -0.0049, -0.0054, 0.0825
Si, 1.517, -2.3596, 24.7796, -0.008, -0.0056, 0.0061
Si, 10.2556, 4.6181, 18.0416, 0.0099, 0.0203, 0.1275
Si, 12.6197, 9.1394, 17.0941, -0.0317, 0.0048, 0.0921
Si, 10.211, 10.9813, 17.0281, -0.0053, -0.0158, 0.099
Si, 16.2186, -0.2034, 22.7223, -0.0134, 0.0034, 0.0613
Si, 7.8645, -5.6699, 24.7311, -0.0094, -0.0138, 0.0109
Si, 9.5144, 20.1143, 24.1972, -0.0044, -0.0016, 0.0218
Si, 15.8121, -3.3163, 22.1797, -0.0021, 0.0137, 0.0915
Si, 8.8141, 5.9327, 27.3828, -0.0078, -0.0131, -0.0453
Si, 9.4671, 6.9121, 19.7092, -0.0181, 0.0318, 0.1145
Si, 12.9527, 9.2202, 27.7391, 0.0019, 0.0125, -0.0521
Si, 6.0591, -6.2065, 28.3998, 0.0071, -0.0025, -0.073
Si, 23.5648, 13.6459, 29.1352, -0.0125, 0.0037, -0.0863
Si, 14.1358, 11.9777, 27.3475, 0.0012, -0.0047, -0.0453
Si, 4.4824, -12.6063, 29.432, 0.0064, -0.0058, -0.0859
Si, 4.1502, 2.1468, 33.3889, 0.0058, -0.0105, -0.1382
Si, 5.8526, -6.2979, 32.648, 0.0019, 0.0114, -0.1293
Si, 7.5107, 11.0096, 25.0872, 0.0099, 0.0037, -0.0045
Si, 25.5126, 1.7465, 24.5103, -0.0007, 0.0137, 0.0104
Si, 23.2424, 1.2619, 20.8851, -0.0011, 0.0008, 0.1124
Si, -0.2967, 18.6071, 29.1006, 0.0115, -0.0014, -0.0966
Si, -6.2779, 17.3608, 30.4281, -0.0056, 0.0209, -0.1042
Si, -1.3256, 2.5728, 24.883, -0.0082, 0.0029, -0.0012
Si, -3.3339, 2.3172, 29.509, -0.0177, -0.0048, -0.1156
Si, 9.6077, 10.9249, 21.7053, 0.0069, 0.0046, 0.0797
Si, 20.6197, 8.0905, 32.0037, 0.0116, -0.0172, -0.1257
Si, 2.8242, 11.3104, 31.1024, 0.0111, 0.0069, -0.1399
Si, 10.5891, 5.2764, 32.5682, 0.0057, -0.0086, -0.1349
Si, 12.9575, 17.134, 17.5946, -0.0016, 0.0055, 0.1064
Si, 15.8919, 4.354, 25.4923, -0.0035, 0.0048, -0.0237
Si, 12.5992, 16.5082, 30.3322, 0.0122, 0.0029, -0.1
Si, 1.1611, -1.1484, 33.1627, -0.003, -0.016, -0.1299
O, 4.1766, -3.6402, 34.5683, -0.0107, 0.011, 0.0341
O, -8.8804, -1.3568, 23.6041, 0.0034, 0.0028, -0.0277
O, 6.6871, -0.7115, 34.2508, -0.0133, 0.0143, 0.0383
O, 0.0527, 5.4031, 34.1164, 0.0267, -0.0197, 0.1128
O, 4.9019, 1.2594, 34.5015, 0.0249, -0.0288, 0.0636
O, -2.5791, 11.8317, 21.3229, -0.0182, -0.0009, -0.0497
O, 15.7249, 13.7793, 24.8165, -0.0034, 0.0003, 0.0006
O, 12.7102, -3.8962, 24.4287, 0.0008, 0.005, -0.0093
O, 0.1843, -2.3709, 32.7908, 0.0178, 0.0212, 0.0462
O, 13.4435, 2.4969, 27.7255, -0.0098, 0.0042, 0.0385
O, 0.618, -15.3469, 29.4607, 0.0067, -0.0063, 0.0395
O, 1.0934, -5.5531, 31.7794, -0.0371, -0.0042, 0.0813
O, 5.7103, 5.1594, 34.1414, -0.003, 0.0392, 0.0973
O, 6.7881, 7.5684, 34.0602, -0.0097, -0.006, 0.0371
O, 7.5486, 6.3496, 16.6365, -0.0198, -0.0069, -0.0753
O, 11.366, 9.9782, 16.4602, 0.0118, -0.0047, -0.0346
N, 6.4887, 1.7627, 16.2935, 0.0068, -0.0052, -0.0976
O, -0.9465, 10.6304, 18.5816, 0.0256, 0.0297, -0.0854
O, 5.3205, 6.6094, 18.0221, 0.0332, -0.0042, -0.0979
N, 3.2913, 9.7847, 16.6612, 0.0049, 0.0161, -0.0895
O, 5.9553, 8.8039, 16.8994, 0.0068, -0.0294, -0.073
O, 10.8651, 3.353, 18.8444, -0.0105, 0.0068, -0.0434
O, 10.6915, 2.8676, 23.7192, 0.007, 0.0056, -0.0142
O, 12.3525, -1.7503, 18.7194, 0.0114, 0.0186, -0.0954
O, 15.5929, -9.7541, 28.0232, 0.0033, -0.0014, 0.019
O, 15.0125, 12.0159, 15.1543, -0.0068, -0.0283, -0.0386
N, 15.2092, 3.7205, 15.4631, 0.0135, -0.0115, -0.0764
O, 13.3561, 10.9865, 21.3973, -0.0137, 0.0114, -0.0419
O, 11.0329, 7.1783, 20.0531, 0.0064, -0.0015, -0.0356
O, 10.8219, 19.6138, 24.9671, 0.0019, 0.0028, -0.0009
O, 25.424, 5.1911, 25.188, 0.0015, 0.0026, -0.0026
O, 15.1354, 11.7445, 23.284, 0.0062, -0.0098, -0.019
O, 7.437, -0.6787, 19.4325, 0.0055, 0.0018, -0.0398
O, 8.4633, 6.2607, 25.8269, 0.0017, 0.0048, 0.0203
O, 14.1246, 16.1281, 17.1498, 0.0145, -0.0176, -0.0481
N, 9.4821, 4.2121, 16.5544, -0.0079, -0.009, -0.0784
N, 12.4785, -3.3719, 16.5154, -0.0185, -0.0009, -0.1
O, 37.7593, 8.0156, 30.3808, 0.0057, -0.0164, 0.0348
O, 3.5773, 12.0116, 32.3166, 0.0246, 0.0331, 0.0795
O, 15.2948, 19.7697, 19.0069, 0.0008, 0.0215, -0.0671
N, 13.5813, 6.8423, 19.0715, -0.0078, -0.0152, -0.0801
O, 2.1773, 15.1175, 29.6576, 0.0003, 0.0192, 0.0348
O, 9.8473, 6.7049, 15.5474, 0.0124, 0.0034, -0.0418
O, 11.5752, 16.3566, 17.7228, 0.0022, 0.0015, -0.0477
O, -2.0614, 12.9371, 14.9671, -0.0027, 0.0089, -0.0377
O, 6.7718, 12.7161, 19.2165, -0.0266, 0.0231, -0.0843
O, 2.1948, 13.8119, 17.2373, 0.0187, 0.0139, -0.0511
O, 1.8581, 15.6146, 23.2557, -0.0029, -0.0028, -0.0133
O, 8.4403, -1.1856, 25.3003, -0.0011, -0.0015, -0.0033
O, 6.259, 16.0095, 24.8386, -0.0005, 0.0028, 0.002
O, 22.4076, 8.8101, 28.3489, -0.0174, -0.0134, 0.032
O, 10.8516, 0.8769, 21.2213, 0.0075, 0.0035, -0.0385
O, 4.9237, 6.9925, 20.6626, -0.0113, -0.0093, -0.0987
O, 13.056, -9.2972, 30.189, 0.0127, -0.0328, 0.0655
O, 9.907, 8.3859, 30.4156, -0.0111, 0.0089, 0.0786
O, 7.4398, -5.431, 28.0835, -0.0057, -0.0002, 0.0212
O, 9.5015, 9.5493, 20.8529, -0.0076, -0.0114, -0.059
O, 20.7268, 10.4982, 23.2348, -0.0041, 0.0145, -0.045
N, 15.315, 9.2281, 22.3984, -0.0021, -0.004, -0.0249
O, 19.8549, 19.0103, 18.7353, 0.0008, 0.0007, -0.0391
O, 5.1266, 11.1546, 18.04, -0.0032, 0.0025, -0.056
O, 8.5614, 14.7044, 25.0124, 0.0032, 0.0024, 0.0031
O, 3.9418, 6.5446, 22.9776, 0.0126, 0.012, -0.0307
O, 1.6659, 13.5449, 21.7002, -0.0003, -0.0195, -0.0557
O, 4.7045, 13.8131, 17.9611, 0.0002, 0.0129, -0.057
O, 20.1744, 5.4948, 18.9713, 0.0112, -0.0443, -0.0737
O, 23.39, 12.297, 19.2707, -0.0131, 0.0272, -0.1121
O, 19.095, 5.6256, 23.2201, 0.0009, 0.0201, -0.0299
O, 14.3942, 0.8064, 25.7892, -0.0058, -0.0043, 0.0146
O, 10.315, 2.4158, 26.3174, -0.0003, 0.003, 0.0213
N, 21.677, 12.5729, 16.8581, -0.0148, 0.0283, -0.0736
O, 13.2119, 9.104, 34.0953, 0.0328, -0.023, 0.0678
O, 2.2891, 13.2476, 24.2191, -0.0066, -0.0022, -0.0123
O, -6.9889, -22.2575, 30.2981, -0.0239, 0.025, 0.0571
O, 8.7297, 21.6925, 16.3921, -0.0457, 0.0268, -0.0753
O, 8.9435, 8.0816, 23.2524, -0.0132, -0.0112, -0.0218
O, 17.268, 3.4429, 29.403, 0.0025, -0.0097, 0.0367
O, 8.4973, 1.3557, 24.6999, -0.0009, 0, 0.0005
O, 24.7417, 24.7763, 34.0888, -0.0281, 0.025, 0.0662
O, 11.0976, 2.7481, 28.8351, 0.0142, -0.003, 0.0326
O, 24.7885, 17.4076, 30.5578, 0.003, -0.0023, 0.0326
O, 20.4706, -4.4042, 32.1692, 0.0013, -0.0081, 0.0506
O, 8.3837, 13.2525, 33.716, 0.0179, -0.028, 0.0967
O, 6.4714, 7.5211, 22.6464, -0.0011, -0.0005, -0.0258
O, 8.601, 13.5601, 28.3404, -0.0159, -0.007, 0.0365
O, 17.9047, 11.7373, 29.1193, 0.0099, 0.013, 0.0357
O, 3.2737, -2.3628, 28.5556, 0.0134, -0.0023, 0.032
O, -1.4721, -3.6466, 28.0973, 0.0143, 0.0129, 0.0373
O, 17.4179, -0.2343, 23.8236, -0.0118, 0.0026, -0.0198
O, 9.924, 4.7511, 27.4907, -0.0008, -0.0006, 0.0138
O, 5.2427, 16.5883, 31.6726, 0.0249, -0.0351, 0.0815
O, -5.7614, 3.1536, 32.5888, -0.0167, -0.0137, 0.0454
O, 17.5893, 0.354, 26.4716, -0.004, 0.0004, 0.0206
O, 8.184, -8.6317, 31.0004, 0.0179, 0.0131, 0.0899
O, 8.481, -4.0165, 20.9728, 0.0274, -0.0051, -0.0629
O, 16.7055, 11.2575, 21.2863, 0.0247, 0.016, -0.0658
O, 13.0008, -2.484, 21.2399, -0.0205, -0.0257, -0.0756
O, 1.7058, 10.341, 31.7585, -0.026, -0.0216, 0.0778
O, 8.4993, 8.902, 32.6831, -0.0266, 0.0128, 0.069
O, 8.7165, 30.66, 35.3651, 0.0238, 0.0109, 0.06
O, -5.8495, -5.1766, 29.0795, -0.0166, 0.0161, 0.0488
O, 7.4019, 4.3816, 32.2905, -0.0093, -0.0019, 0.0411
O, -5.5645, 4.1559, 27.0589, 0.0069, 0.0034, 0.0333
O, 11.2496, 0.0222, 33.9542, -0.0238, 0.032, 0.0703
O, 9.923, 3.8528, 32.1947, -0.0036, 0.0051, 0.0458
O, 13.1099, 19.7265, 26.1863, -0.0014, 0.0035, 0.0134
O, 13.1441, -0.0694, 27.8809, -0.0006, -0.0015, 0.0219
O, 5.6501, 9.6487, 28.4049, -0.0122, -0.0092, 0.0309

Results
free energy: -152239.816 eV
free energy less fixed offsets of N -386.36, O -570.45, Si -639.56 eV per atom: -7.296 eV

The program warned: the cutoff lies below the one the program advises for these potential files; the forces do not sum to zero within the program's tolerance; empty levels may hold ghost states of the PAW files; the exchange-correlation potential is rough where the density is thin.
